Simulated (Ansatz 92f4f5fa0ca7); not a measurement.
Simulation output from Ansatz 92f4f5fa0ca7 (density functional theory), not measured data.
Periodic cell of 461 atoms, Si304O157, from a study of silicon, its oxide and their interface. The atomic structure is a simulated model.
Doubt: the cutoff is far below the 930 eV that the study's wrapper takes by default for these files, so forces and energies are approximate.
This geometry differs little from another in the collection (a relaxation step or a small displacement).

Settings: functional PBE; potential files Ansatz PAW; basis plane waves; wave-function cutoff 580 eV; density cutoff ratio 5; exchange-correlation grid ratio 1; k mesh 1 x 1 x 1, Gamma-centred; self-consistency stop 5e-08 eV per atom in the density residual; occupations fixed; spin none; net charge 0.

Cell vectors (angstrom)
a	15.4691	0	0
b	0	15.4691	0
c	-6.848	-7.0335	34.3755

Atoms and the computed forces on them: element, x, y, z (angstrom), force x, y, z (eV/angstrom)
Si	-12.983	-10.592	23.948	-0.083	-0.048	0.031
Si	-2.601	-3.221	25.454	0.016	0.047	0.018
Si	-4.482	-15.26	23.863	0.015	-0.048	0.085
Si	-8.919	-10.961	24.148	0.008	0.011	0.052
Si	1.402	-3.126	25.797	0.013	-0.019	0.043
Si	-0.981	-15.158	23.849	-0.006	-0.013	0.031
Si	-2.445	-11.017	25.44	0.076	0.089	-0.114
Si	-10.202	-7.053	25.657	0	0.088	-0.088
Si	-11.644	-3.1	25.754	-0.102	0.024	-0.004
Si	-10.965	-10.945	25.35	0.006	0.007	0.01
Si	-7.702	-7.034	25.642	-0.001	0.014	-0.008
Si	-6.657	-3.109	25.361	0.013	-0.065	-0.044
Si	-7.105	-14.85	25.408	-0.021	0.017	-0.043
Si	-2.364	-7.107	25.44	0.19	-0.031	-0.075
Si	-4.568	-2.957	24.264	-0.008	-0.016	0.002
Si	-2.754	-14.876	25.433	0.021	-0.021	-0.005
Si	0.96	-8.922	26.902	-0.048	-0.051	-0.014
Si	0.937	-5.08	27.001	-0.027	0.066	0.015
Si	-0.893	-2.89	23.773	0.036	0.006	0.046
Si	1.394	-14.733	25.724	0.085	0.034	-0.035
Si	-10.779	-5.051	26.848	0.034	-0.065	0.029
Si	-10.865	-12.804	26.847	-0.022	0.005	-0.002
Si	-6.974	-10.913	25.462	-0.007	-0.026	-0.026
Si	-6.966	-5.066	26.754	-0.01	0.063	-0.019
Si	-6.822	-1.257	26.819	0.005	-0.019	0.055
Si	-6.974	-12.878	26.78	0.009	0.037	0.018
Si	-6.878	-8.955	26.797	0.017	-0.028	-0.02
Si	-2.885	-5.172	26.75	0.027	0.021	-0.017
Si	-2.866	-1.298	26.85	-0.007	0.009	-0.152
Si	-2.92	-12.912	26.766	-0.017	-0.07	0.045
Si	-2.863	-9.03	26.746	0.013	-0.027	0.014
Si	0.815	-6.947	25.589	-0.078	-0.032	-0.012
Si	0.93	-1.175	27.018	-0.012	-0.05	-0.034
Si	0.923	-12.782	26.935	-0.01	0.009	0.016
Si	0.729	-10.852	25.562	-0.003	0.021	-0.01
Si	-10.884	-1.188	26.906	0.042	0.044	0.02
Si	-8.872	-12.847	28.181	0.056	-0.009	0.014
Si	-10.682	-9.046	26.835	0.023	-0.069	0.039
Si	-8.824	-5.001	28.216	0.014	-0.01	-0.009
Si	-8.816	-1.232	28.148	0.007	-0.001	-0.01
Si	-11.602	-14.731	25.689	-0.075	-0.018	-0.057
Si	-8.768	-9.045	28.237	0.013	0.03	-0.008
Si	-4.92	-5.126	28.066	-0.034	-0.006	0.041
Si	-4.863	-1.262	28.171	-0.075	0.022	0.027
Si	-4.938	-12.867	28.097	-0.036	-0.006	0.007
Si	-4.869	-8.944	28.099	0.013	0.001	0.004
Si	-1.058	-5.108	28.259	0.034	-0.047	-0.007
Si	-1.041	-1.226	28.288	0.076	-0.035	0.043
Si	-1.057	-12.862	28.229	0.012	0.038	0.022
Si	-1.009	-8.977	28.244	0.011	0.048	-0.044
Si	2.858	-5.156	28.321	-0.028	0.01	-0.006
Si	2.811	-1.203	28.411	-0.038	0.017	0.01
Si	2.801	-12.763	28.331	-0.025	-0.017	-0.009
Si	2.886	-8.959	28.232	-0.043	0.006	0.017
Si	-8.793	-7.02	29.539	-0.011	-0.006	0.031
Si	-8.797	-3.117	29.598	0	0.015	0.024
Si	-8.8	0.69	29.553	-0.015	0.008	0.018
Si	-8.791	-10.944	29.602	-0.003	-0.024	0.029
Si	-4.903	-7.031	29.526	0.009	-0.001	0.011
Si	-4.908	-3.204	29.53	-0.001	-0.013	0.017
Si	-4.901	0.694	29.542	-0.008	0.008	0.009
Si	-4.915	-10.906	29.503	-0.002	0.007	0.013
Si	-1.048	-7.044	29.608	-0.01	-0.012	-0.022
Si	-1.046	-3.177	29.613	-0.023	0.02	0.002
Si	-1.041	0.705	29.621	-0.03	0.017	-0.01
Si	-1.042	-10.914	29.591	-0.018	-0.028	0.006
Si	2.827	-7.071	29.638	0.038	-0.002	0.009
Si	2.826	-3.192	29.643	-0.003	-0.013	0.016
Si	2.813	0.756	29.662	0.035	0	0.013
Si	2.821	-10.848	29.638	0.018	0.005	0.018
Si	-6.848	-7.034	30.957	-0.002	0.024	-0.494
Si	-6.848	-3.166	30.957	0.113	0.032	-0.292
Si	-6.848	0.701	30.957	-0.009	-0.018	-0.421
Si	-6.848	-10.901	30.957	0.163	-0.129	-0.31
Si	-2.981	-7.034	30.957	-0.127	0.036	-0.123
Si	-2.981	-3.166	30.957	-0.153	-0.09	-0.098
Si	-2.981	0.701	30.957	-0.082	0.071	-0.03
Si	-2.981	-10.901	30.957	-0.151	-0.008	-0.313
Si	0.886	-7.034	30.957	-0.074	-0.114	0.201
Si	0.886	-3.166	30.957	-0.05	-0.134	0.269
Si	0.886	0.701	30.957	-0.136	0.127	0.442
Si	0.886	-10.901	30.957	-0.12	0.062	0.207
Si	-10.715	-7.034	30.957	0.254	-0.072	0.091
Si	-10.715	-3.166	30.957	0.093	0.076	0.329
Si	-10.715	-14.768	30.957	0.2	0.044	0.203
Si	-10.715	-10.901	30.957	0.072	0.032	0.267
Si	0.028	1.94	3.409	0.015	0.009	0
Si	0.014	5.808	3.417	0.015	-0.011	0.003
Si	0.03	-5.812	3.415	0.013	0.005	0.004
Si	0.002	-1.932	3.4	0.002	-0.007	-0.017
Si	3.842	1.945	3.414	-0.006	-0.001	-0.001
Si	3.866	5.802	3.43	-0.002	0.001	-0.001
Si	3.815	-5.81	3.407	-0.018	-0.001	-0.001
Si	3.865	-1.938	3.397	-0.005	-0.01	-0.023
Si	7.77	1.94	3.417	0.017	0.008	-0.006
Si	7.731	5.802	3.425	0.005	-0.003	0.002
Si	7.771	-5.81	3.411	0.004	0.002	0.002
Si	7.721	-1.927	3.405	0	-0.008	-0.011
Si	-3.912	1.947	3.412	-0.022	0.006	-0.011
Si	-3.851	5.8	3.425	0.015	0.005	0.004
Si	-3.877	-5.812	3.421	0.001	0.004	0.008
Si	-3.867	-1.935	3.391	-0.005	-0.011	-0.015
Si	-1.947	1.976	4.677	0.012	-0.001	-0.02
Si	-1.903	5.883	4.789	-0.019	0.044	-0.042
Si	-1.913	-5.844	4.73	-0.002	-0.031	-0.019
Si	-1.937	-2	4.737	-0.006	-0.024	-0.026
Si	1.933	1.966	4.845	-0.003	-0.019	0.023
Si	1.933	5.764	4.811	-0.002	0.017	0.011
Si	1.918	-5.825	4.862	-0.002	0.023	-0.003
Si	1.939	-1.89	4.751	-0.007	0	0.022
Si	5.811	1.958	4.701	-0.01	0.009	-0.028
Si	5.797	5.839	4.803	-0.005	0.033	-0.03
Si	5.786	-5.821	4.666	0.005	-0.021	-0.014
Si	5.782	-1.981	4.762	0.013	-0.024	-0.013
Si	9.664	1.958	4.878	0.005	0.013	0.003
Si	9.674	5.733	4.782	0.006	0.002	0
Si	9.685	-5.818	4.845	0.003	-0.002	-0.015
Si	9.667	-1.852	4.736	-0.001	0.014	0.011
Si	-1.998	0.004	5.927	0	0.027	0.054
Si	-1.909	3.915	6.026	0.025	-0.054	0.028
Si	-1.896	-7.661	6.236	0.023	0.011	-0.029
Si	-1.906	-3.972	6.099	0.051	0.013	0.002
Si	1.947	0.008	6.179	0.012	0.013	0.03
Si	1.938	3.882	6.28	-0.029	-0.001	-0.038
Si	1.892	-7.823	6.227	0.001	-0.02	-0.023
Si	1.928	-3.79	6.123	0.001	-0.023	-0.033
Si	5.78	0.012	5.998	0.028	0.01	0.029
Si	5.81	3.868	6.085	0.015	-0.019	0.046
Si	5.768	-7.636	6.131	0.013	-0.005	-0.042
Si	5.796	-3.982	6.077	-0.083	0.02	-0.016
Si	9.656	0.008	6.237	0.037	0.001	0.033
Si	9.653	3.886	6.301	-0.09	-0.002	-0.018
Si	9.7	-7.851	6.157	0.02	-0.006	-0.017
Si	9.682	-3.755	6.068	0.001	-0.012	-0.061
Si	-0.126	-0.004	7.312	0.003	-0.002	-0.031
Si	-0.092	3.908	7.547	-0.025	-0.012	0.013
Si	0.006	-7.753	7.717	0.019	0.024	0.019
Si	0.019	-3.909	7.511	-0.015	0.019	0.027
Si	3.951	0.041	7.486	-0.023	-0.029	-0.014
Si	3.962	3.863	7.549	0.054	0.009	0.069
Si	3.846	-7.72	7.551	-0.023	-0.015	0.066
Si	3.861	-3.905	7.465	0.028	0.021	0.034
Si	7.615	-0.024	7.472	-0.023	0.007	-0.012
Si	7.619	3.872	7.637	0.011	0.015	-0.002
Si	7.727	-7.737	7.452	-0.004	-0.008	0.049
Si	7.017	-1.986	8.656	0.021	-0.025	0.006
Si	-3.773	0.016	7.485	-0.031	0.004	-0.038
Si	-3.741	3.948	7.485	0.047	0.044	0.078
Si	-3.848	-7.741	7.588	-0.041	0.032	0.01
Si	-3.853	-3.835	7.407	-0.011	-0.02	0.065
Si	-0.695	1.875	8.6	-0.016	-0.018	0.067
Si	-0.671	5.747	8.986	0.013	-0.005	0.027
Si	0.694	-5.758	8.92	0.027	-0.01	0.002
Si	4.507	1.925	8.853	0.012	0.012	0.004
Si	4.493	5.823	8.804	-0.01	0.008	-0.031
Si	3.198	-5.783	8.8	-0.054	-0.005	-0.037
Si	4.588	-1.94	8.6	-0.044	0.043	0.049
Si	6.925	1.849	8.742	-0.015	-0.007	0.047
Si	6.966	5.895	8.785	0.021	-0.014	0.063
Si	8.478	-5.795	8.599	-0.017	0.026	-0.109
Si	7.745	-3.868	7.39	0.038	-0.021	0.118
Si	-3.091	1.987	8.611	0.049	0.006	-0.045
Si	-3.17	5.824	8.891	-0.017	-0.055	0.038
Si	-4.532	-5.735	8.688	0.033	-0.011	-0.061
Si	-3.133	-1.935	8.662	0.004	-0.007	0.023
Si	-0.665	-1.898	8.595	0.042	0.006	0.05
Si	-6.848	-8.967	32.324	0.02	0.007	-0.047
Si	-6.848	-5.1	32.324	-0.011	0.01	-0.031
Si	-6.848	-1.233	32.324	0.093	-0.02	-0.016
Si	-6.848	-12.834	32.324	0.091	0.022	-0.012
Si	-2.981	-8.967	32.324	-0.109	0.005	-0.027
Si	-2.981	-5.1	32.324	-0.025	0.017	-0.001
Si	-2.981	-1.233	32.324	-0.103	-0.001	-0.016
Si	-2.981	-12.834	32.324	-0.075	-0.016	-0.009
Si	0.886	-8.967	32.324	-0.07	-0.006	0.031
Si	0.886	-5.1	32.324	-0.006	0.033	0.024
Si	0.886	-1.233	32.324	0.028	0.018	0.008
Si	0.886	-12.834	32.324	-0.004	-0.032	0.037
Si	-10.715	-8.967	32.324	0.101	-0.008	0.02
Si	-10.715	-5.1	32.324	0.081	0.014	-0.004
Si	-10.715	-16.701	32.324	-0.051	-0.024	0.016
Si	-10.715	-12.834	32.324	0.039	-0.006	0.025
Si	-4.914	-8.967	33.691	0.018	-0.012	-0.008
Si	-4.914	-5.1	33.691	0.021	-0.001	0.002
Si	-4.914	-1.233	33.691	0.006	0.036	-0.004
Si	-4.914	-12.834	33.691	0.02	-0.019	0.009
Si	-1.047	-8.967	33.691	0.04	0.009	0.022
Si	-1.047	-5.1	33.691	-0.004	-0.033	-0.009
Si	-1.047	-1.233	33.691	0.023	-0.016	-0.013
Si	-1.047	-12.834	33.691	0.03	0.043	-0.008
Si	-12.649	-8.967	33.691	0.006	-0.006	-0.002
Si	-12.649	-5.1	33.691	-0.01	-0.009	0.017
Si	-12.649	-16.701	33.691	0.008	0.007	-0.001
Si	-12.649	-12.834	33.691	-0.023	-0.016	0.006
Si	-8.782	-8.967	33.691	-0.05	-0.002	0.017
Si	-8.782	-5.1	33.691	-0.015	-0.026	-0.01
Si	-8.782	-16.701	33.691	-0.036	-0.008	-0.004
Si	-8.782	-12.834	33.691	-0.039	0.029	-0.002
Si	1.934	0	0.683	-0.021	-0.039	-0.016
Si	1.934	3.867	0.683	-0.016	0.086	-0.022
Si	1.934	7.734	0.683	-0.001	-0.041	-0.045
Si	1.934	-3.867	0.683	-0.013	-0.005	-0.045
Si	5.801	0	0.683	-0.022	0.112	0.006
Si	5.801	3.867	0.683	-0.005	-0.052	0.009
Si	5.801	7.734	0.683	-0.016	0.028	0.033
Si	5.801	-3.867	0.683	-0.033	-0.071	0.035
Si	-5.801	0	0.683	0.004	-0.065	-0.016
Si	-5.801	3.867	0.683	0.002	0.139	-0.029
Si	-5.801	-7.734	0.683	-0.019	-0.043	-0.04
Si	-5.801	-3.867	0.683	0.01	-0.026	-0.043
Si	-1.934	0	0.683	0.029	0.112	0.002
Si	-1.934	3.867	0.683	0.019	-0.069	0.006
Si	-1.934	-7.734	0.683	0.025	-0.008	0.032
Si	-1.934	-3.867	0.683	0.041	-0.026	0.034
Si	0	0	2.05	0.034	0.056	-0.076
Si	0	3.867	2.05	0.044	0.08	-0.044
Si	0	7.734	2.05	0.212	-0.019	-0.098
Si	0	-3.867	2.05	0.141	-0.075	-0.024
Si	3.867	0	2.05	-0.031	0.076	-0.032
Si	3.867	3.867	2.05	-0.059	0.095	-0.022
Si	3.867	7.734	2.05	-0.171	-0.09	-0.044
Si	3.867	-3.867	2.05	-0.194	-0.076	-0.096
Si	7.734	0	2.05	0.018	0.077	-0.059
Si	7.734	3.867	2.05	0.052	0.052	-0.011
Si	7.734	7.734	2.05	0.169	-0.062	-0.047
Si	7.734	-3.867	2.05	0.165	-0.023	-0.016
Si	-3.867	0	2.05	-0.016	0.095	-0.066
Si	-3.867	3.867	2.05	-0.044	0.084	-0.07
Si	-3.867	-7.734	2.05	-0.153	-0.07	-0.022
Si	-3.867	-3.867	2.05	-0.151	-0.124	-0.059
Si	-8.741	-8.688	21.834	0.028	-0.003	0
Si	-8.315	-3.801	22.997	0.062	-0.028	-0.028
Si	-9.367	-13.406	17.83	0.008	0.011	0.019
Si	-7.021	-6.624	23.459	-0.033	0.03	-0.02
Si	-4.159	-7.685	22.892	0.015	0.102	0.058
Si	-9.715	-15.397	23.53	-0.007	0.023	-0.023
Si	-8.857	-13.035	21.965	-0.007	0.051	-0.054
Si	-4.608	-10.796	23.281	-0.006	-0.01	-0.007
Si	2.567	-2.554	21.262	0.02	0.018	-0.074
Si	-12.393	-7.463	23.433	-0.016	-0.039	0.004
Si	0.522	-2.462	11.358	0.026	0.058	-0.041
Si	0.616	2.107	11.463	-0.031	-0.019	-0.003
Si	0.355	5.287	11.181	0.011	0.005	-0.011
Si	-0.416	-5.341	11.027	-0.036	-0.029	-0.038
Si	8.369	5.42	11.525	-0.004	0.019	0.009
Si	3.577	5.467	10.976	0.004	0.008	-0.002
Si	4.379	-5.651	10.84	0.035	-0.033	-0.027
Si	3.611	-2.712	11.396	0.006	0.099	-0.018
Si	8.545	2.234	11.239	0.002	0	0.007
Si	3.782	2.281	11.138	0.042	-0.008	-0.016
Si	7.52	-5.65	10.696	-0.008	0.017	0.17
Si	8.03	-2.544	10.702	0.048	-0.05	0.113
Si	-3.428	-0.04	12.7	0.034	0.009	0.011
Si	-3.977	5.471	11.125	0.026	0.004	-0.009
Si	-3.574	-5.382	10.818	0.018	0.036	0.072
Si	-4.239	-2.365	10.682	-0.053	-0.039	0.03
Si	4.878	1.383	13.973	0.001	0.006	0.026
Si	7.266	5.045	14.391	-0.007	-0.018	0.071
Si	4.875	3.793	15.663	0.02	-0.026	0.024
Si	4.605	-1.594	14.182	0.015	0.031	0.058
Si	9.675	-6.187	12.748	-0.022	0.011	0.043
Si	-0.024	-5.924	18.694	0.028	0.031	0.004
Si	-5.209	-7.186	15.561	-0.027	0.004	0.033
Si	-3.923	2.312	10.746	0.015	0.003	0.062
Si	4.198	-7.737	12.974	0.013	-0.012	0.034
Si	7.726	-1.983	13.651	-0.006	-0.038	-0.03
Si	8.01	2.012	14.245	-0.028	0.023	0.056
Si	-11.056	-6.859	20.802	0.04	0.013	-0.059
Si	-9.102	-4.406	20.222	-0.009	-0.018	-0.095
Si	0.346	-12.148	18.69	0.021	0.001	-0.005
Si	5.894	-6.179	14.874	0.025	0.009	0.069
Si	-5.16	-4.351	16.564	-0.02	0.006	0.029
Si	-3.93	-6.461	20.2	-0.014	0.028	-0.069
Si	8.296	-4.101	14.294	0.022	-0.009	0.019
Si	-0.259	-6.436	13.832	-0.017	-0.004	0.051
Si	-2.692	-9.02	15.991	0.012	0.03	0.03
Si	-1.764	-8.897	13.175	-0.02	0.008	0.003
Si	-3.61	-1.667	16.864	0.03	-0.012	0.036
Si	2.394	-10.246	17.148	0.011	-0.006	0.005
Si	-8.351	-9.863	19.182	0.014	-0.005	-0.027
Si	-11.265	-3.031	18.548	0.027	0.009	0.006
Si	-4.384	-3.755	21.323	0.004	-0.017	-0.054
Si	0.419	-4.345	15.869	0.002	0.002	0.052
Si	2.649	-7.518	18.307	-0.009	0.004	0.024
Si	2.619	-15.184	20.611	0.012	0.001	-0.05
Si	-7.896	-8.154	16.57	-0.01	-0.005	0.055
Si	-0.567	-1.283	16.102	0.009	0.016	0.042
Si	-0.354	-0.222	13.311	-0.054	0.013	0.074
Si	2.103	-7.962	15.374	0.008	0.004	0.052
Si	-2.279	-10.398	18.6	-0.007	0.015	0.011
Si	1.075	-15.068	18.108	0.004	-0.018	-0.016
Si	-11.436	-15.512	18.036	0.005	-0.029	0.008
Si	2.175	-12.196	21.15	0.013	0.012	-0.037
Si	-0.448	-3.6	20.869	0.014	0.015	-0.061
Si	-7.04	-12.623	19.407	0.007	0.036	-0.038
Si	-6.249	-4.993	19.507	-0.005	-0.029	-0.037
Si	-5.536	-0.063	15.052	-0.002	0.018	0.037
Si	-2.696	-14.447	21.504	-0.017	-0.001	-0.102
Si	-4.192	-12.041	20.4	-0.001	-0.016	-0.085
Si	-1.739	-7.496	18.323	0.014	-0.031	-0.011
Si	3.558	-4.144	15.813	0.004	0.007	0.079
Si	-10.628	-11.621	20.008	0.029	-0.001	-0.036
Si	-2.674	-1.663	19.932	-0.023	-0.012	-0.023
Si	-10.92	-2.894	23.573	0.009	-0.005	-0.033
O	-8.539	-3.428	21.416	0.005	0.028	0.057
O	-5.946	-14.619	24.245	0.023	-0.013	-0.008
O	-5.428	-6.72	23.17	0.07	-0.022	0.024
O	-7.859	-7.465	22.368	0.016	-0.009	0.033
O	-4.053	-14.711	22.381	-0.034	0.002	0.009
O	-8.502	-12.405	23.427	-0.001	-0.023	0.004
O	-4.782	-11.516	21.832	-0.009	0.019	0.066
O	-3.006	-7.241	23.937	-0.089	-0.022	0.023
O	-0.75	-6.991	25.051	-0.128	0.008	0.036
O	0.641	-3.189	24.306	-0.005	0.012	-0.025
O	-5.543	-6.422	19.904	0.005	0.028	0.008
O	0.556	-14.732	24.264	-0.022	-0.034	0.018
O	-3.18	-11.194	23.964	-0.004	0.003	0.069
O	-0.846	-10.928	25.002	-0.011	0.001	0.056
O	1.842	-6.791	24.288	0.039	0.004	-0.012
O	-10.951	-7.163	24.162	0.016	-0.011	0.061
O	-9.812	-4.115	23.563	-0.003	-0.006	0.043
O	-11.064	-14.67	24.108	-0.013	-0.018	0.082
O	3.902	3.907	11.367	-0.005	0.009	0.002
O	-0.186	1.586	10.154	-0.013	0.026	-0.036
O	-0.392	-9.378	12.412	0.012	-0.009	-0.015
O	0.128	-1.594	10.033	-0.011	-0.079	0.051
O	2.028	-3.086	11.292	0.018	0.059	-0.019
O	8.56	1.656	12.749	0.002	-0.007	-0.048
O	5.948	-6.153	10.674	-0.041	-0.01	-0.042
O	4.012	-1.751	10.147	-0.005	-0.094	0.059
O	7.375	1.57	10.333	-0.007	0.007	-0.029
O	-4.14	-1.22	11.838	0.008	0.01	0
O	7.533	-9.323	10.333	-0.02	-0.003	-0.05
O	-7.393	-11.129	18.829	-0.002	-0.014	0.024
O	9.634	-2.568	10.337	0.023	0.013	-0.075
O	-1.985	-5.832	10.821	0.018	-0.009	-0.021
O	-7.35	-5.079	23.105	-0.012	-0.072	0.051
O	-11.8	-4.106	17.446	-0.011	-0.009	-0.021
O	-12.216	-11.398	20.202	0.017	-0.002	0.016
O	-10.157	-5.497	20.824	-0.019	-0.01	0.036
O	-10.135	-14.772	17.375	0.002	0.011	0.014
O	-10.144	-8.145	21.219	-0.014	-0.003	0.024
O	-9.011	-9.75	23.032	-0.01	0.021	0.001
O	-10.309	-12.867	19.034	-0.019	0.005	0.008
O	-3.728	-2.319	20.98	0.003	0.013	0.027
O	-2.196	-1.274	16.152	-0.019	-0.006	-0.014
O	-4.656	-1.405	23.718	-0.018	0.038	-0.01
O	-4.517	-3.921	22.93	-0.022	0.04	0.042
O	2	-4.469	15.431	-0.008	-0.006	-0.021
O	-1.406	-14.288	22.511	0.024	0	0.022
O	-4.672	-9.194	23.098	0.012	-0.021	0.016
O	-2.976	-13.097	20.646	0.017	-0.028	0.054
O	2.691	-7.14	16.692	-0.003	-0.009	-0.002
O	-12.715	-9.07	23.361	0.03	0.068	-0.001
O	0.796	-12.127	20.273	-0.013	0.002	0.018
O	-12.035	-3.281	22.431	0.014	0.005	0.053
O	0.311	3.704	11.635	-0.007	-0.015	-0.013
O	3.963	-2.684	15.202	0.005	0.024	-0.039
O	0.287	-6.074	12.324	0.015	0.003	-0.023
O	-0.066	-0.284	14.912	0	-0.004	-0.037
O	7.636	5.722	12.951	0.014	-0.001	-0.041
O	3.975	-1.881	12.721	-0.052	-0.062	-0.121
O	4.452	-4.104	11.376	-0.025	0.053	0.009
O	-5.498	1.893	10.54	-0.014	-0.002	-0.02
O	1.702	-9.463	15.887	-0.002	0.017	-0.023
O	8.875	-1.121	14.422	0.007	0.022	-0.011
O	7.771	-1.627	12.04	-0.028	0.041	-0.024
O	7.544	-4.061	11.149	-0.018	0.003	-0.083
O	-3.247	1.343	11.866	-0.028	0.01	0.002
O	-3.664	-3.795	11.258	0.023	-0.012	-0.038
O	4.625	1.562	12.358	-0.009	-0.003	0
O	-5.766	-7.203	14.019	0.003	0.006	-0.033
O	1.38	-11.346	17.728	-0.01	0.002	-0.002
O	-0.495	-3.737	11.405	0.027	0.046	0.008
O	2.117	-11.52	22.63	0.012	-0.012	-0.016
O	-6.454	-7.396	16.602	0.008	0.008	-0.02
O	5.592	-7.209	13.638	-0.013	-0.016	-0.018
O	-4.022	-3.191	16.431	-0.002	-0.014	-0.012
O	-1.025	-1.283	23.416	0.015	0.027	0.011
O	-3.376	-1.598	18.469	0.003	0.004	0.014
O	-3.461	-4.964	20.695	-0.016	0.001	0.037
O	5.651	4.795	14.617	0.013	0.005	-0.026
O	0.098	-16.194	17.477	0.003	-0.003	0
O	4.152	2.601	14.803	-0.004	0.01	-0.019
O	4.56	-5.304	15.238	0.005	-0.004	-0.021
O	-5.533	-9.562	11.466	-0.001	-0.004	-0.006
O	-1.14	-3.738	22.369	-0.017	0.001	0.047
O	0.788	-7.313	14.708	0.005	-0.006	-0.025
O	-12.301	-2.915	19.79	-0.024	0	0.04
O	-1.807	-7.819	16.7	-0.005	-0.02	0.012
O	-9.804	-3.477	19.092	0.002	0.006	0.027
O	-4.537	-5.742	15.954	0.009	0.005	-0.01
O	3.21	-8.06	14.21	-0.005	0.008	-0.024
O	-7.855	-9.347	20.639	0.006	-0.004	0.026
O	3.628	-6.562	11.983	0.001	-0.006	-0.002
O	-1.93	-0.521	13.075	-0.002	-0.003	-0.012
O	2.66	-16.431	21.648	-0.01	0.01	0.022
O	-1.303	-2.56	19.932	0.012	-0.005	0.03
O	-3.806	3.844	11.351	0.022	-0.001	-0.039
O	-10.076	-12.06	21.476	-0.012	-0.02	0.01
O	8.934	-3.944	15.793	0.027	-0.011	0.007
O	-7.635	-12.915	20.902	0.001	-0.017	0.039
O	-0.31	-5.006	20.034	-0.002	-0.014	-0.008
O	-4.322	0.253	14.016	-0.001	-0.002	-0.023
O	2.589	-13.76	21.387	-0.013	-0.012	0.028
O	6.483	1.43	14.304	0.016	0.003	-0.015
O	-4.816	-16.109	16.41	-0.016	0.009	-0.018
O	4.374	-9.089	12.084	-0.021	-0.004	0.006
O	-4.383	-6.276	11.933	0.001	-0.009	-0.002
O	0.11	1.239	12.752	0.028	0.036	-0.06
O	7.059	-5.167	14.375	-0.027	-0.033	-0.012
O	7.746	-9.414	15.56	-0.004	-0.011	-0.05
O	8.387	-6.534	11.791	-0.013	0.011	-0.056
O	6.402	-7.091	16.139	0.003	0.008	-0.038
O	-11.524	-15.257	19.653	0.002	0.001	0.026
O	-2.002	-9.62	14.631	-0.002	0.003	-0.019
O	8.302	3.83	11.242	-0.015	-0.014	-0.002
O	-5.857	-3.865	20.627	0.008	0.006	0.031
O	1.289	-15.414	19.69	-0.005	0.006	0.031
O	8.061	3.619	14.505	-0.003	0	-0.02
O	0.465	-1.461	12.632	0.031	-0.065	-0.087
O	-8.535	-15.237	24.659	0.009	0.019	0.004
O	-0.027	-2.792	15.871	0.003	-0.011	-0.013
O	-11.146	-1.614	17.776	-0.018	0.032	-0.002
O	2.663	-9.154	18.341	0.005	0.027	0
O	2.21	1.84	11.26	-0.007	-0.009	0.014
O	-11.596	-7.012	19.261	-0.014	-0.009	0.005
O	9.49	-4.662	13.31	0.003	-0.033	-0.007
O	-9.921	-10.313	19.349	-0.023	-0.028	0.022
O	-3.593	-7.537	21.37	-0.019	-0.022	0.078
O	-1.601	-8.971	19.073	-0.017	-0.012	-0.009
O	-9.269	-14.608	22.16	0.007	-0.038	0.043
O	-5.415	-12.738	19.532	0.008	-0.004	0.028
O	1.031	-3.023	21.198	-0.01	-0.006	0.018
O	9.035	1.296	15.311	0.006	-0.023	-0.015
O	-12.275	-6.831	21.915	-0.026	-0.003	0.056
O	-1.624	-7.303	13.56	-0.004	-0.012	-0.007
O	-10.11	-1.485	23.201	0.001	0.002	0.026
O	6.226	-1.688	14.217	-0.012	0.019	-0.015
O	-11.687	-10.922	16.602	-0.012	0.005	-0.007
O	2.576	-15.053	17.404	0.009	0.009	0.003
O	-4.164	-8.415	15.661	0.007	-0.001	-0.009
O	-3.165	-6.848	18.823	-0.005	0.011	0.02
O	-0.502	-5.091	14.73	0.003	-0.005	-0.022
O	1.318	-6.831	18.951	-0.031	-0.005	-0.025
O	-5.601	-4.498	18.112	0	-0.007	0.017
O	-5.795	-11.19	24.312	0.028	0.001	0.03
O	0.173	-4.975	17.362	-0.014	-0.018	0.004
O	-3.035	-9.193	12.2	0.006	-0.004	0.002
O	-8.263	-8.706	18.055	0.001	0.006	-0.006
O	-7.817	-13.633	18.347	-0.006	-0.003	0.001
O	-7.622	-2.72	24.016	-0.005	0.013	0.029
O	-7.86	-5.173	19.483	0.013	0.004	0.02
O	-2.841	-10.237	17.069	0.007	-0.003	-0.013
O	-9.419	-12.307	16.625	0.003	-0.005	0.002
O	4.247	-0.029	14.515	-0.009	-0.034	-0.034
O	0.316	-13.639	18.037	-0.001	0.02	0.006
O	-3.536	-10.805	19.558	-0.002	0.006	0.023
O	-1.151	-11.556	18.619	0.002	-0.005	-0.002
O	-2.367	-15.621	20.431	0.009	0.04	0.062
O	1.942	5.75	11.073	-0.007	0	-0.022

Results
free energy: -282551.023 eV
free energy less fixed offsets of O -568.88, Si -635.61 eV per atom: -11.423 eV

The program warned: the cutoff lies below the one the program advises for these potential files; the exchange-correlation potential is rough where the density is thin.
